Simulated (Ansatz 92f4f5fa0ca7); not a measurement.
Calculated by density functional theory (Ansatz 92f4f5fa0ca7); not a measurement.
Periodic cell of 215 atoms, Si132O82P1, from a study of silicon, its oxide and their interface. The atomic structure is a simulated model.
Doubt: the cutoff is far below the 930 eV that the study's wrapper takes by default for these files, so forces and energies are approximate.

Settings: functional PBE; potential files Ansatz PAW; basis plane waves; wave-function cutoff 580 eV; density cutoff ratio 5; exchange-correlation grid ratio 1; k mesh 1 x 1 x 1, Gamma-centred; self-consistency stop 5e-08 eV per atom in the density residual; occupations fixed; spin none; net charge +1 e, with a uniform compensating background and no finite-size correction.

Cell vectors (angstrom)
a, 10.938, 0, 0
b, 0, 10.938, 0
c, 0, 0, 31.5432

Atoms: element, x, y, z (angstrom)
Si, 10.4322, 0.5749, 24.3249
Si, 6.0421, 10.4972, 24.1387
Si, 2.1342, 3.2406, 24.0788
Si, 8.7058, 2.2608, 24.2785
Si, 0.5012, 5.0444, 24.1376
Si, 5.067, 5.8893, 24.1927
Si, 3.404, 7.6382, 24.1407
Si, 7.8286, 8.8236, 23.9907
Si, 1.3421, 1.4726, 25.4453
Si, 6.9166, 1.3082, 25.4724
Si, 4.0324, 4.0969, 25.3174
Si, 9.6605, 4.1011, 25.3979
Si, 1.4948, 6.812, 25.3407
Si, 6.8998, 6.9476, 25.2483
Si, 4.2253, 9.529, 25.3269
Si, 9.5347, 9.6394, 25.421
Si, 2.7772, -0.0016, 26.6394
Si, 8.2187, -0.0253, 26.9252
Si, 0.0098, 2.7697, 26.9014
Si, 5.4507, 2.7345, 26.6639
Si, 2.7514, 5.4354, 26.8223
Si, 8.2254, 5.5218, 26.6302
Si, 0.0423, 8.2053, 26.6427
Si, 5.5491, 8.2001, 26.7876
Si, 4.1068, 1.3624, 28.0559
Si, 9.5885, 1.3717, 28.257
Si, 1.3861, 4.1246, 28.2523
Si, 6.8336, 4.1396, 28.0097
Si, 4.1576, 6.8198, 28.1379
Si, 9.5995, 6.8508, 28.0371
Si, 1.3959, 9.5841, 28.0292
Si, 6.8394, 9.5348, 28.2538
Si, 0.0502, -0.0247, 29.5183
Si, 5.44, 0.0169, 29.4845
Si, 2.7679, 2.7069, 29.5145
Si, 8.1671, 2.7759, 29.4742
Si, -0.0218, 5.5105, 29.4926
Si, 5.5045, 5.4518, 29.4979
Si, 2.7471, 8.2155, 29.4431
Si, 8.2523, 8.163, 29.5191
Si, 1.3927, 1.3556, 30.8966
Si, 6.8092, 1.384, 30.8313
Si, 4.1256, 4.0878, 30.8786
Si, 9.5481, 4.1265, 30.8373
Si, 1.3686, 6.8642, 30.8259
Si, 6.8664, 6.8073, 30.8886
Si, 4.0879, 9.5815, 30.8382
Si, 9.6006, 9.5492, 30.8869
Si, 2.7463, -0.0311, 0.7157
Si, 8.1751, 0.0098, 0.6512
Si, -0.0339, 2.7516, 0.6628
Si, 5.4802, 2.713, 0.7096
Si, 2.712, 5.4852, 0.6573
Si, 8.2172, 5.4361, 0.7268
Si, 0.0355, 8.1827, 0.7119
Si, 5.4604, 8.216, 0.6605
Si, 4.1212, 1.3317, 2.0697
Si, 9.5141, 1.3855, 2.018
Si, 1.3186, 4.1361, 2.0351
Si, 6.8514, 4.0543, 2.0847
Si, 4.0678, 6.8694, 2.0184
Si, 9.6053, 6.8029, 2.0681
Si, 1.3821, 9.549, 2.0897
Si, 6.8231, 9.5767, 2.051
Si, -0.07, -0.0001, 3.3155
Si, 5.4715, -0.02, 3.5056
Si, 2.6893, 2.7266, 3.3096
Si, 8.1888, 2.6798, 3.519
Si, -0.018, 5.4633, 3.5347
Si, 5.4442, 5.485, 3.2963
Si, 2.745, 8.1938, 3.5061
Si, 8.2306, 8.1888, 3.3627
Si, 1.2833, 1.3684, 4.6713
Si, 6.8409, 1.2993, 4.9279
Si, 4.0619, 4.1199, 4.6502
Si, 9.5352, 4.063, 4.8996
Si, 1.3546, 6.8647, 4.9009
Si, 6.8312, 6.8071, 4.6868
Si, 4.1074, 9.5624, 4.8992
Si, 9.5716, 9.5718, 4.7483
Si, 2.6122, 0.0419, 6.1079
Si, 8.2265, -0.1363, 6.2803
Si, -0.0198, 2.6515, 6.2143
Si, 5.3757, 2.7669, 6.0872
Si, 2.75, 5.4298, 6.1562
Si, 8.0926, 5.4398, 6.1825
Si, -0.0078, 8.2958, 6.2369
Si, 5.5606, 8.1501, 6.1683
Si, 3.486, 1.921, 7.195
Si, 10.0259, 0.8248, 7.4786
Si, 1.7827, 3.6479, 7.3683
Si, 6.2128, 4.5285, 7.3923
Si, 4.6382, 6.3088, 7.2722
Si, 9.155, 7.194, 7.3255
Si, 0.8928, 10.1518, 7.5294
Si, 7.4027, 8.8888, 7.5034
O, 4.572, 6.6018, 8.9032
O, 1.406, 3.9886, 8.9624
O, 9.7513, 6.5553, 8.742
O, 1.3064, 10.1078, 9.1676
O, 6.0912, 4.2319, 9.0392
O, 3.7213, 1.5761, 8.7811
O, 7.1301, 8.969, 9.1562
O, 9.6589, 1.0761, 9.087
O, 8.2859, 2.5422, 22.6941
O, 11.0019, 5.4951, 22.5889
O, 5.6328, 0.1043, 22.628
O, 5.3742, 5.3792, 22.639
O, 2.1524, 2.7658, 22.4737
O, 3.3326, 7.822, 22.4787
O, 8.3802, 8.72, 22.408
O, -0.181, 11.2393, 22.7285
Si, 2.1743, 2.9818, 12.8842
Si, 8.6856, 1.3023, 10.3662
Si, 1.0383, 4.4922, 15.3604
Si, 7.556, 5.5888, 12.1988
Si, 2.4058, 8.1761, 21.1979
Si, 5.4274, 7.78, 12.4866
Si, 9.2883, 0.4479, 15.4682
Si, 2.9427, -0.0207, 16.6653
Si, 10.4887, 1.1771, 12.6022
Si, 7.7739, 2.8218, 21.1953
Si, 9.1689, 8.7674, 14.4854
Si, 1.4699, 4.811, 10.3655
Si, 4.4784, 9.4876, 19.1435
Si, 11.0649, 6.0928, 21.0817
Si, 6.6234, 10.4371, 14.8949
Si, 5.3943, 0.7302, 21.1596
Si, 2.3518, 9.8173, 10.397
Si, 0.4217, 10.6168, 21.3781
Si, 5.8699, 5.2347, 21.1138
Si, 3.6488, 7.102, 10.1195
Si, 9.0236, 5.6827, 14.8536
Si, 3.6506, 4.0682, 19.1228
Si, 9.9895, 3.6938, 19.277
Si, 4.2553, 8.6586, 15.3766
P, 0.4537, 1.92, 17.1511
Si, 6.7768, 7.5388, 19.2325
Si, 5.2324, 3.6248, 16.7621
Si, 7.752, 5.0275, 17.495
Si, 6.6835, 9.9158, 10.4053
Si, 4.3837, 1.0556, 10.1393
Si, -0.0224, 9.0833, 11.9144
Si, 9.0876, 8.6138, 20.9327
Si, 4.5503, 1.6795, 14.5895
Si, 2.4383, 2.0583, 21.0392
Si, 6.3323, 3.3429, 10.3817
Si, 3.4146, 5.9031, 16.7712
Si, 9.8747, 6.5557, 10.3528
O, 0.122, 2.6089, 18.4915
O, 2.9242, 9.6495, 15.61
O, 10.859, 4.8081, 20.0654
O, 7.5641, 2.3825, 9.9465
O, 10.9203, 5.3648, 10.814
O, 6.5968, 6.7177, 12.8981
O, 10.3121, 8.0803, 10.7864
O, 7.691, 9.4435, 14.0717
O, 8.4051, 6.238, 10.9766
O, 5.3747, 10.4735, 20.0626
O, 2.1708, 3.7935, 11.4645
O, 7.9498, 8.5485, 19.7556
O, 6.1721, 6.7102, 20.5027
O, 5.5069, 2.6977, 15.4488
O, 1.2929, 0.9083, 20.6684
O, 6.0934, 9.0413, 11.6661
O, 4.5772, 4.9742, 16.1087
O, 6.566, 3.9256, 17.6549
O, 10.5332, 10.6629, 11.879
O, 5.5784, 0.4888, 14.0517
O, 7.9364, 5.1035, 15.8917
O, 9.8029, 9.8366, 15.5783
O, -0.4525, 5.0568, 15.2119
O, 1.5512, 6.8417, 20.7647
O, 1.4677, 0.736, 17.2549
O, 6.5979, 1.7704, 20.7772
O, 1.037, 1.8032, 12.8301
O, 3.2645, 5.4975, 18.3654
O, 9.5378, 2.0156, 11.5865
O, 0.9857, 2.9937, 16.1747
O, 8.628, 5.1769, 13.3661
O, 10.2875, 8.5463, 13.3215
O, 1.4456, 9.393, 21.695
O, 10.0805, 9.9049, 20.596
O, 3.1724, 0.2242, 10.9078
O, 5.0636, 2.3848, 10.8451
O, 1.7418, 4.1204, 13.9699
O, 7.9525, 10.8501, 10.872
O, 9.1363, 4.4397, 18.1241
O, 5.6247, 9.5001, 15.818
O, 5.5437, -0.0269, 9.8243
O, 3.6166, 2.3333, 13.3962
O, 1.9315, 5.581, 16.1476
O, 9.7561, 1.1249, 14.0712
O, 4.4004, 6.9485, 11.5475
O, 4.743, 4.4362, 20.258
O, 10.0352, 1.338, 16.6646
O, 6.6986, 4.3086, 11.6578
O, 5.5599, 8.4047, 18.5533
O, 9.0788, 2.7131, 20.1903
O, 3.5198, 1.1873, 15.768
O, 4.1898, 3.068, 17.9144
O, 9.8844, 7.1868, 20.8615
O, 3.3752, 8.6832, 9.8369
O, 3.8747, 7.4177, 16.3763
O, 7.67, 0.4874, 15.7316
O, 8.9962, 7.2938, 15.1181
O, 3.9279, 1.4211, 21.1024
O, 1.6006, 9.137, 11.7048
O, 2.3144, 6.1877, 10.1801
O, 7.3679, 6.4748, 18.1326
O, 7.2519, 4.3625, 21.0437
O, 4.5626, 8.2406, 13.8201
O, 3.3091, 8.6782, 19.9391
O, 2.458, 3.2237, 19.8649
O, 3.7133, 10.4188, 18.0027

Results
free energy: -131307.193 eV
free energy less fixed offsets of O -568.88, P -755.39, Si -635.61 eV per atom: -3.123 eV

Forces (eV/angstrom), in the order of the atoms: element, x, y, z
Si, -0.0109, 0.0283, 0.0984
Si, 0.0466, 0.0148, 0.1502
Si, -0.0063, -0.0081, 0.1035
Si, 0.0074, -0.0206, 0.0819
Si, 0.0201, -0.0377, 0.076
Si, 0.022, 0.0182, 0.1206
Si, -0.0065, -0.0253, 0.1026
Si, -0.0357, -0.0144, 0.1506
Si, -0.0272, 0.0374, 0.0349
Si, 0.0167, -0.036, 0.0434
Si, -0.0423, 0.0159, -0.0026
Si, 0.028, -0.0267, 0.0413
Si, 0.0045, -0.0079, 0.0156
Si, -0.0168, 0.0193, -0.0141
Si, 0.0103, -0.0239, 0.0037
Si, -0.0524, 0.0194, 0.0435
Si, 0.0067, 0.0249, -0.1421
Si, 0.0071, 0.0049, 0.1971
Si, 0.0054, -0.0033, 0.1884
Si, 0.007, -0.0182, -0.1191
Si, -0.0056, -0.0145, 0.1057
Si, 0.0265, 0.0039, -0.1269
Si, 0.0246, 0.0248, -0.1236
Si, 0.018, 0.018, 0.0897
Si, -0.0051, 0.0362, 0.0638
Si, -0.0064, -0.006, -0.3538
Si, -0.0001, -0.0572, -0.3432
Si, 0.0137, -0.0523, 0.1249
Si, -0.0918, 0.0324, -0.0872
Si, -0.0294, 0.0039, 0.088
Si, -0.0464, 0.0004, 0.1245
Si, 0.0619, 0.0857, -0.3301
Si, 0.0426, -0.051, 0.022
Si, -0.0149, 0.0182, 0.047
Si, 0.0278, -0.0319, 0.0511
Si, -0.0545, 0.0503, -0.007
Si, -0.0304, 0.0319, 0.0488
Si, 0.0307, -0.0395, -0.0006
Si, 0.0186, -0.0146, -0.0521
Si, 0.0482, -0.0497, 0.0561
Si, 0.0001, -0.0107, 0.0226
Si, 0.0169, 0.0328, 0.0035
Si, 0.0067, 0.0082, 0.0037
Si, -0.0167, -0.0104, 0.0036
Si, 0.0137, 0.0232, -0.0024
Si, -0.0103, -0.0014, 0.0138
Si, -0.0319, -0.023, 0.0124
Si, 0.024, 0.0237, 0.0125
Si, 0.0101, 0.0161, 0.005
Si, -0.018, -0.0491, -0.0215
Si, 0.0198, 0.0077, -0.0145
Si, -0.014, -0.0083, -0.0011
Si, -0.0076, -0.0203, -0.0232
Si, -0.0023, -0.0025, 0.0148
Si, -0.007, -0.0009, 0.0038
Si, 0.0353, 0.0173, -0.0204
Si, 0.0115, -0.0109, 0.0004
Si, -0.0422, 0.0793, -0.0511
Si, -0.0517, 0.0544, -0.0034
Si, 0.0457, -0.0372, -0.0243
Si, -0.0674, 0.0466, -0.0605
Si, 0.0383, -0.038, -0.0013
Si, 0.0074, -0.0131, -0.0217
Si, -0.001, 0.0082, 0.0223
Si, 0.1636, -0.0331, 0.3124
Si, 0.0036, -0.0005, -0.0995
Si, 0.0419, 0.0014, 0.3321
Si, -0.001, 0.0693, -0.0943
Si, 0.0277, -0.0243, -0.1308
Si, 0.0281, -0.0859, 0.3785
Si, -0.0149, 0.0036, -0.0845
Si, -0.0977, -0.0017, 0.1675
Si, -0.0175, 0.0255, -0.1288
Si, -0.0194, 0.0031, 0.0974
Si, -0.0353, -0.0053, -0.1808
Si, -0.0079, -0.0407, 0.1338
Si, 0.0328, -0.0089, 0.1162
Si, -0.0032, -0.0027, -0.1504
Si, -0.0194, -0.012, 0.1023
Si, -0.0046, 0.0017, -0.0844
Si, -0.0075, -0.0298, -0.0467
Si, 0.0004, 0.0026, 0.0066
Si, 0.0369, -0.0013, -0.0346
Si, 0.0262, 0.0068, -0.0611
Si, 0.0103, -0.0354, -0.037
Si, -0.0137, -0.0102, -0.0368
Si, 0.01, 0.0211, -0.0221
Si, 0.019, 0.0055, -0.0306
Si, -0.1109, 0.1397, -0.1307
Si, 0.0084, 0.0063, -0.0952
Si, 0.0108, -0.012, -0.1236
Si, -0.0109, 0.0259, -0.112
Si, -0.0029, -0.0474, -0.1288
Si, -0.0261, 0.0511, -0.1227
Si, -0.018, 0.0139, -0.0952
Si, 0.0463, -0.0145, -0.1439
O, -0.0608, 0.0762, 0.2001
O, -0.0232, 0.0645, 0.2254
O, 0.0319, -0.0357, 0.2175
O, 0.0783, -0.0273, 0.1829
O, 0.0197, -0.0939, 0.2319
O, 0.0687, -0.0511, 0.1729
O, -0.0445, 0.0544, 0.2438
O, -0.079, 0.0275, 0.1886
O, -0.0502, 0.0351, -0.1895
O, -0.014, 0.0614, -0.1947
O, -0.0565, 0.0671, -0.2324
O, 0.0385, -0.0469, -0.2245
O, 0.0348, -0.0678, -0.2184
O, -0.044, 0.038, -0.1918
O, 0.0875, -0.0109, -0.2665
O, 0.0608, -0.0596, -0.1886
Si, -0.067, 0.0488, -0.3012
Si, 0.0515, -0.0137, -0.2993
Si, 0.0042, 0.0298, -0.0751
Si, -0.0199, -0.0388, -0.2258
Si, 0.0088, -0.0283, 0.3168
Si, 0.0245, -0.0284, -0.2733
Si, 0.0859, 0.0375, -0.1227
Si, 0.0312, 0.0811, 0.086
Si, -0.0247, 0.0235, -0.1904
Si, 0.0267, -0.0284, 0.3198
Si, 0.0995, -0.0622, -0.0709
Si, 0.0007, -0.048, -0.3291
Si, 0.0073, -0.0197, 0.1945
Si, 0.0306, -0.0263, 0.3306
Si, 0.0531, 0.044, -0.0293
Si, 0.0037, -0.0164, 0.3039
Si, -0.0396, 0.028, -0.2551
Si, -0.0305, 0.0731, 0.286
Si, -0.0322, 0.0128, 0.3104
Si, 0.0256, -0.0829, -0.2755
Si, -0.0351, 0.01, -0.1401
Si, 0.0236, -0.0549, 0.2717
Si, -0.0251, 0.0347, 0.2007
Si, -0.0071, -0.0373, -0.0758
P, -0.2056, 0.0878, -0.0386
Si, 0.0111, -0.0283, 0.1918
Si, 0.0328, -0.0229, -0.0071
Si, -0.0038, 0.0593, 0.0736
Si, 0.038, -0.0107, -0.2658
Si, -0.0688, 0.0538, -0.233
Si, 0.0245, -0.0417, -0.2123
Si, -0.0236, 0.0335, 0.3019
Si, 0.0155, 0.0445, -0.1538
Si, -0.0529, 0.0548, 0.3316
Si, 0.0214, 0.0541, -0.2852
Si, -0.0053, 0.0309, -0.011
Si, 0.0283, -0.0545, -0.2704
O, 0.1572, -0.0905, -0.049
O, -0.0379, 0.0919, 0.0433
O, -0.028, -0.1061, -0.1595
O, -0.0018, 0.0227, 0.1017
O, -0.0176, 0.0141, 0.0903
O, -0.0186, 0.0349, 0.0734
O, 0.0308, 0.0678, 0.1111
O, -0.0559, 0.0473, 0.0474
O, -0.0655, -0.0178, 0.1177
O, -0.0256, -0.0727, -0.1451
O, 0.0411, -0.0989, 0.2057
O, -0.0354, -0.0045, -0.1187
O, 0.0187, 0.0537, -0.1267
O, -0.0245, -0.008, 0.0301
O, -0.0023, -0.0045, -0.0938
O, -0.0437, -0.0401, 0.1328
O, -0.0053, 0.0208, 0.039
O, -0.0209, -0.0134, -0.0172
O, -0.0244, 0.0238, 0.0746
O, 0.0296, -0.0184, 0.0491
O, 0.0223, 0.0016, 0.0086
O, -0.046, 0.0417, -0.0075
O, 0.1019, -0.051, 0.0147
O, -0.0156, -0.0012, -0.1063
O, 0.1313, -0.0682, -0.1376
O, 0.0041, 0.0047, -0.0925
O, 0.0322, 0.0028, 0.0771
O, -0.0107, 0.0345, -0.081
O, 0.048, -0.0115, 0.109
O, 0.0433, 0.002, 0.0472
O, 0.0446, 0.0056, 0.137
O, -0.0716, 0.0151, 0.1489
O, 0.0006, -0.0144, -0.108
O, -0.0188, -0.0182, -0.1209
O, 0.0053, 0.0137, 0.0905
O, -0.0246, -0.0268, 0.0879
O, -0.0652, 0.0543, 0.208
O, -0.0294, -0.0066, 0.0898
O, 0.011, -0.0291, -0.0195
O, 0.0453, 0.0049, -0.0057
O, 0.0266, -0.0161, 0.0264
O, 0.058, -0.0507, 0.1055
O, -0.0439, -0.065, -0.0199
O, -0.0838, -0.0767, 0.2285
O, 0.0519, 0.0234, 0.1546
O, -0.064, -0.0096, -0.1456
O, -0.071, -0.0613, 0.0104
O, 0.0186, 0.0482, 0.1155
O, -0.0224, 0.0379, -0.0574
O, 0.0708, 0.0273, -0.1537
O, -0.0613, -0.1315, 0.1146
O, 0.0311, 0.0077, -0.0771
O, 0.0143, -0.0066, -0.0942
O, 0.0005, 0.0127, 0.0807
O, -0.0021, -0.0189, -0.0132
O, 0.0119, -0.0351, 0.0021
O, -0.0178, 0.0078, -0.0061
O, 0.036, -0.0031, -0.0894
O, -0.042, -0.0147, 0.1059
O, 0.0006, 0.0303, 0.1127
O, 0.0069, -0.0523, -0.074
O, -0.0251, -0.0082, -0.0808
O, -0.0597, 0.0477, 0.1839
O, 0.0639, 0.0276, -0.1373
O, 0.0187, 0.0694, -0.1411
O, -0.082, 0.0651, -0.1597

The program warned: the cutoff lies below the one the program advises for these potential files; the forces do not sum to zero within the program's tolerance; the exchange-correlation potential is rough where the density is thin.
